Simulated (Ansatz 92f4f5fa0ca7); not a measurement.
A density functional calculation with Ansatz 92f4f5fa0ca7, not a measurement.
Periodic cell of 238 atoms, Si134O104, from a study of silicon, its oxide and their interface. The atomic structure is a simulated model.

Settings
functional: r2SCAN
potential files: Ansatz norm-conserving
basis: plane waves
wave-function cutoff: 1300 eV
density cutoff ratio: 4
exchange-correlation grid ratio: 1
k mesh: 2 x 2 x 1, shifted by 0.5 0.5 0.5 of a step
self-consistency stop: 5e-08 eV per atom in the density residual
occupations: Fermi-Dirac, 0.05 eV
spin: none
net charge: 0

Cell vectors (angstrom)
a  11.5403  0  0
b  0  15.3871  0
c  0.0965  -5.7738  24.6033

Atoms and the computed forces on them: element, x, y, z (angstrom), force x, y, z (eV/angstrom)
Si  6.1721  -3.3065  0.716  -0.0063  0.0666  -0.2919
Si  1.2923  2.8944  0.5614  -0.1101  0.0229  -0.1841
Si  -2.4531  5.995  1.5828  -0.1934  -1.008  0.4654
Si  0.8888  11.784  0.9274  0.6483  0.0344  -0.2886
Si  3.0216  -3.26  2.9718  -0.1129  0.2563  -0.6947
Si  2.0938  0.6915  0.6629  0.3478  -0.1866  -0.317
Si  2.9734  4.1584  2.8756  -0.6474  0.1292  -0.3652
Si  1.335  8.8602  0.5224  0.256  0.0431  -0.4838
Si  3.5828  2.2311  -3.3445  0.0917  -0.0241  -0.136
Si  8.1678  1.1708  0.8214  0.0477  -0.2606  -0.0169
Si  5.9694  5.3635  0.0648  -0.4275  -0.637  -0.4507
Si  6.9822  7.2088  1.1068  0.2989  0.6172  -0.2598
Si  -1.0387  -2.5339  1.7729  -0.1854  0.0702  -0.4916
Si  3.1844  0.4484  2.7858  -0.2554  -0.107  0.0619
Si  -1.1513  7.1184  0.0308  0.5159  0.3465  -0.7271
Si  3.1907  8.1476  2.7197  -0.0958  -0.098  -0.4781
Si  5.4035  -3.2158  2.9061  0.1564  -0.1612  -0.0717
Si  5.735  0.514  2.7449  0.5548  0.0079  -0.6247
Si  5.3378  4.3008  2.8677  0.6353  -0.2841  -0.2498
Si  5.6267  8.1046  2.8055  -0.027  0.2119  0.0906
Si  10.7941  -0.3721  1.0269  -0.1831  -0.2213  -0.0348
Si  10.4434  2.079  2.3925  -0.2186  0.2366  0.2418
Si  8.314  3.8155  -0.5684  -0.2701  0.1217  -0.194
Si  9.0813  11.0354  1.2564  -0.469  0.0388  -0.0719
Si  2.5695  -1.3656  4.2233  -0.1488  0.1663  0.379
Si  2.5541  2.2788  4.2111  -0.0154  -0.173  -0.0193
Si  2.3896  6.2021  3.8869  0.0508  0.1609  -0.0562
Si  2.441  10.0785  3.9241  0.0672  -0.1512  0.2649
Si  6.1713  -1.3566  4.0984  -0.2015  -0.0998  0.2151
Si  6.1674  2.3921  4.0572  -0.0316  0.2671  0.2551
Si  6.0394  6.1932  4.1004  -0.0134  0.0634  -0.0062
Si  6.0749  10.1386  4.0018  0.0235  -0.0981  -0.1726
Si  10.1573  -2.3007  4.1173  -0.1051  0.3285  0.3695
Si  10.1831  3.1269  4.3832  -0.0944  -0.033  -0.0995
Si  9.9076  5.5322  3.9167  0.0528  0.0695  0.0366
Si  9.8756  10.7155  4.1745  -0.0254  -0.5157  -0.2815
Si  0.4741  -1.475  5.4091  0.0097  -0.0304  -0.1772
Si  0.5556  2.3851  5.5126  0.1513  0.056  0.0687
Si  0.3848  6.1655  5.1524  0.0582  -0.0842  0.1022
Si  0.4092  10.0554  5.1668  0.1068  0.0606  0.0369
Si  4.422  -1.3815  5.6891  0.1105  0.0472  -0.0131
Si  4.4099  2.2964  5.6533  0.0151  0.0479  -0.0244
Si  4.1465  6.2335  5.4437  0.0092  -0.2686  0.121
Si  4.235  10.0669  5.4382  -0.0451  0.0612  -0.0281
Si  8.1459  -1.5213  5.3712  0.1044  0.0204  -0.1268
Si  8.1509  2.4347  5.3949  -0.1741  -0.1625  0.0813
Si  8.077  6.1945  5.2915  0.1374  -0.0684  -0.0894
Si  7.9678  10.1721  5.431  -0.328  0.0391  0.2598
Si  0.3749  -3.4649  6.6596  0.055  -0.0791  0.4181
Si  0.4353  0.4528  6.8851  -0.0252  0.1371  0.0918
Si  0.5364  4.3433  6.7613  0.1483  0.0233  0.3422
Si  0.4355  8.1146  6.5255  0.0069  0.0089  -0.1156
Si  4.2965  -3.4424  6.805  -0.0976  0.0548  0.0073
Si  4.4314  0.4563  7.1637  -0.0093  0.0371  -0.2108
Si  4.2591  4.3367  6.7811  -0.0973  0.069  0.2315
Si  4.2162  8.1572  6.7472  -0.0552  -0.0631  0.0436
Si  7.8872  -3.3321  6.9011  0.0509  -0.1847  0.0807
Si  8.1888  0.4398  6.7925  -0.1339  0.1384  -0.0473
Si  8.0971  4.3577  6.7198  0.2074  0.1748  0.3396
Si  8.063  8.1499  6.6686  -0.0287  0.1241  0.0112
Si  2.3033  -3.3549  7.9967  -0.1297  -0.0574  -0.3231
Si  2.3992  0.4134  8.3429  -0.0991  0.0987  -0.0327
Si  2.4167  4.2698  8.2207  0.0109  0.0007  -0.3022
Si  2.311  8.1382  8.0607  0.0036  -0.0964  0.0854
Si  5.9907  -3.4621  8.4214  0.2563  0.2123  0.0263
Si  6.4048  0.6388  8.4962  0.0166  -0.0629  -0.25
Si  6.2027  4.5918  8.0096  0.0783  -0.3132  -0.2384
Si  6.0977  8.1715  8.0978  0.1055  0.0899  -0.064
Si  9.9212  -3.5198  8.1001  0.0175  0.0874  -0.3471
Si  10.0214  0.4178  8.2538  -0.0232  -0.0867  0.0083
Si  10.0741  4.2546  8.1047  -0.1642  -0.2676  -0.407
Si  10.0982  8.2006  7.8928  -0.0497  -0.0314  -0.0542
Si  4.7463  -2.129  10.1225  0.0025  -0.414  0.5412
Si  2.6718  2.3576  9.6914  0.1724  0.3291  0.1086
Si  2.4058  6.2378  9.4965  0.0179  0.0222  0.2031
Si  2.3647  10.1347  9.29  0.0786  0.0451  0.3177
Si  6.3139  -0.4585  10.6668  -0.3129  0.2631  0.5268
Si  6.4145  2.8092  9.3853  -0.1311  0.4891  0.064
Si  6.1011  6.3395  9.5172  -0.0451  0.0091  -0.0827
Si  6.2199  9.888  9.6843  -0.1523  -0.0764  0.0525
Si  10.0966  -1.6391  9.4715  -0.038  0.0189  -0.0803
Si  9.9027  2.3546  9.6697  0.1887  0.2036  0.4258
Si  9.9935  6.3222  9.2218  0.1963  0.1086  -0.0641
Si  10.0232  9.9146  9.4949  0.1721  0.0956  0.0025
Si  0.4788  -2.3896  10.7187  -0.2964  0.7006  0.615
Si  0.824  2.8847  10.9629  -0.4565  -0.1357  0.0451
Si  0.331  5.8173  10.5717  0.0229  -0.1357  -0.5982
Si  0.4987  10.6202  10.6186  0.3963  -0.7864  0.329
Si  2.4534  -1.5965  9.5631  0.0071  -0.0798  -0.1235
Si  4.6223  3.194  10.8461  0.0325  -0.4792  0.0353
Si  4.2854  5.5875  10.8493  -0.0986  0.1909  0.6443
Si  4.1876  10.4487  10.8569  -0.404  -0.1098  0.3368
Si  8.3112  -1.6681  11.0744  0.6052  -0.2282  0.6068
Si  8.1441  3.4139  10.9169  -0.2461  -0.2512  -0.2037
Si  8.1393  6.5455  10.5723  0.1195  -1.0294  -0.1433
Si  8.1958  9.0252  10.8177  -0.0033  0.5792  0.3567
Si  2.1882  -6.0853  12.8663  -0.0143  0.2011  -0.1499
Si  0.8291  5.104  12.7171  0.2726  -0.1322  1.1349
Si  -2.3822  3.3227  16.6104  0.0577  0.0416  -0.0855
Si  2.4795  5.7845  16.3263  0.1696  -0.1762  0.3237
Si  6.3524  2.9549  15.463  -0.0609  0.1286  0.1098
Si  9.3859  0.4861  17.6657  0.1043  -0.0423  -0.0939
Si  8.2435  -4.1348  12.7442  0.026  -0.0148  0.2106
Si  6.4008  11.0347  15.2532  -0.1092  0.0193  0.177
Si  4.1513  -6.0361  22.9762  0.118  -0.2185  -0.3397
Si  0.124  6.7013  17.7712  -0.0305  0.1345  0.0566
Si  7.2669  10.1564  17.8471  -0.0102  0.0056  0.2671
Si  2.2196  -2.5573  16.8807  0.2561  0.1942  0.0441
Si  6.0754  2.0991  12.4568  -0.2352  0.4885  0.2909
Si  -1.5062  9.1523  18.8421  0.0672  0.0934  0.1142
Si  -0.4244  -1.6788  16.1272  0.0953  -0.0726  0.1239
Si  7.7393  5.0498  18.8166  -0.0863  0.0678  -0.0547
Si  5.0909  8.7088  16.4294  -0.0114  -0.1314  0.1721
Si  4.1704  -0.8595  22.3989  -0.0392  -0.0018  -0.0787
Si  2.7412  6.307  13.2821  0.1321  -0.1296  0.0662
Si  9.0291  3.0362  23.9229  0.0823  -0.0381  -0.1622
Si  0.1952  11.2062  17.6273  -0.2299  -0.0925  0.2726
Si  5.8136  -2.969  19.0609  0.2012  -0.2149  0.7099
Si  6.3375  0.5408  17.269  -0.159  0.0075  -0.0366
Si  5.3569  5.5624  16.8523  -0.1025  -0.1136  0.0662
Si  10.2912  -2.065  13.1536  0.1548  0.1365  0.3685
Si  2.3216  10.032  15.9419  -0.0541  0.0841  0.339
Si  5.1204  13.2299  16.9738  -0.3003  0.3226  -0.301
Si  8.9988  -8.1759  20.7608  0.0151  0.1673  0.0982
Si  -1.1801  -0.5627  22.1914  0.327  -0.429  -0.2117
Si  4.3299  6.3423  23.0384  0.0932  -0.1149  -0.2054
Si  6.6295  7.7733  22.7641  -0.0418  -0.1086  -0.0571
Si  1.475  -1.8419  22.132  0.2416  0.1773  -0.248
Si  6.2021  -0.2069  20.247  -0.1857  -0.0846  0.0197
Si  -0.3785  5.1851  20.5402  0.0785  0.0429  0.0034
Si  9.0109  3.0659  20.7732  -0.0311  0.7284  -0.2537
Si  9.0491  0.7213  20.6915  -0.1901  -0.1854  -0.3355
Si  11.4034  4.9239  15.5146  0.0218  -0.1072  0.1229
Si  1.7156  4.9514  22.8369  0.2792  0.0867  -0.2718
O  2.0361  2.7611  -3.4149  0.0876  0.1249  0.2698
O  7.9481  2.2405  -0.3787  0.1521  0.2106  0.1993
O  -2.7101  4.5193  0.8145  0.1383  0.0513  -0.0368
O  0.9075  10.2004  1.3549  -0.0533  -0.2514  -0.1981
O  7.454  11.1064  0.9968  0.5081  -0.0554  0.1842
O  2.2481  3.943  1.3736  0.213  -0.004  0.2311
O  2.7132  8.2536  1.1233  -0.2013  0.178  0.3142
O  3.5797  0.6756  -2.8667  0.0441  0.1629  0.2508
O  6.7649  0.523  1.3654  -0.2467  0.0771  0.3185
O  11.0245  0.5302  2.4001  -0.344  0.3035  -0.1792
O  8.8409  1.9767  2.062  0.0537  -0.2574  -0.5116
O  5.7924  4.2656  1.2692  -0.1373  0.1636  0.207
O  9.6804  4.4046  24.5737  -0.1594  -0.2523  -0.0698
O  9.3597  0.1068  0.3378  -0.0097  0.4097  0.2292
O  9.446  10.1751  2.6199  0.0241  0.4017  0.3352
O  11.1032  1.8574  10.7677  0.1641  0.3279  -0.4277
O  5.6718  6.5879  22.1253  -0.1095  0.308  0.4876
O  2.2956  -2.9634  1.4769  0.0417  -0.2012  0.4699
O  1.074  3.3616  -0.9805  0.0289  0.0858  0.1357
O  0.697  -0.1853  0.2388  0.4054  0.2089  0.1019
O  9.3671  3.9911  -1.7891  0.0762  0.1512  0.3114
O  2.7116  -3.7738  15.9096  -0.2413  -0.1801  0.1538
O  1.0093  11.824  -0.721  -0.1383  -0.1058  0.4174
O  4.8463  11.5546  -0.136  0.1556  0.2301  -0.0712
O  3.5472  -5.3198  24.3061  -0.6026  -0.1522  0.1623
O  4.8831  -0.0726  21.1719  0.2414  -0.1932  0.037
O  11.339  2.8554  1.2649  0.1223  0.0963  -0.1151
O  -0.6898  6.1499  -1.2171  -0.1476  -0.0155  0.4721
O  0.1862  7.7531  0.7076  0.016  -0.0872  -0.0073
O  1.5344  9.2634  -1.0539  -0.1708  0.0364  0.4667
O  12.964  -3.2304  18.1538  -0.1181  -0.0516  -0.4823
O  5.7857  -6.2042  22.7628  -0.2256  -0.1395  0.2377
O  6.9754  4.6372  -1.0088  0.1317  0.1053  0.2739
O  4.5791  5.5181  -0.7844  0.1422  -0.0906  0.0596
O  8.7439  3.3512  22.3563  0.0017  0.034  0.1696
O  7.9899  -7.6614  21.9191  0.003  -0.1139  -0.1121
O  7.5175  8.337  -0.0025  0.0116  0.0644  0.0055
O  0.1534  -1.9696  12.3198  -0.2381  -0.3652  -0.3373
O  0.9796  3.4501  12.5019  -0.069  0.4253  -0.3391
O  0.2507  4.1877  10.118  0.0612  -0.1687  0.3887
O  0.9081  9.9894  16.7762  0.1848  0.3096  -0.0319
O  3.6248  9.8244  12.2793  -0.1504  -0.0747  -0.157
O  2.0465  -5.8061  14.4375  0.114  -0.0819  -0.2498
O  5.94  0.5289  12.0048  0.3709  -0.2951  -0.7407
O  5.7988  2.3954  14.0396  0.1905  -0.0998  0.1551
O  2.9819  6.4249  14.908  -0.1236  0.0893  -0.3072
O  4.1502  6.0065  12.4877  -0.1158  -0.021  -0.4929
O  0.9075  9.9563  12.1059  -0.0211  0.1488  -0.166
O  7.8492  -3.2413  11.4315  0.0874  0.2862  -0.0246
O  1.4153  4.5873  15.9607  -0.2195  0.3933  -0.1453
O  7.6487  2.5943  12.2646  -0.4296  0.0996  -0.339
O  -0.6995  10.5667  18.8192  0.0029  -0.1666  -0.2769
O  8.2698  5.0208  11.366  0.0122  0.0733  -0.1051
O  8.3104  9.6795  12.343  -0.0239  0.2006  -0.1912
O  7.0973  11.4412  13.8706  0.1364  -0.0789  -0.1593
O  4.4243  12.0455  11.2571  0.2626  0.0315  -0.7573
O  5.9384  9.2123  17.7327  0.0998  0.1859  -0.2748
O  1.2026  -1.5324  16.1325  -0.1532  -0.2916  0.1375
O  -1.8725  2.0758  17.52  -0.2567  -0.0373  -0.0439
O  3.5053  9.0956  16.5982  0.0604  0.1337  -0.252
O  11.3493  5.417  13.9713  0.1592  -0.2215  -0.1351
O  5.8358  4.4829  15.7254  0.059  -0.1061  0.0651
O  0.0618  5.7663  19.0946  -0.1816  0.0599  -0.0102
O  9.7603  -6.8042  20.3265  -0.0681  -0.1796  -0.242
O  6.25  5.348  18.2055  0.1978  -0.0556  -0.1278
O  7.916  0.2506  17.0451  0.0481  0.0975  0.2172
O  9.1223  -1.1566  12.4558  -0.2378  -0.3095  -0.496
O  5.4156  7.1123  16.3147  -0.1125  0.0252  0.0171
O  -0.5872  8.0985  18.0597  -0.0009  -0.0741  0.0725
O  10.1327  6.1888  21.3211  -0.033  -0.0454  -0.213
O  0.9436  4.9818  21.4307  -0.1508  -0.003  0.2408
O  9.6987  -3.5988  13.2548  -0.0575  0.178  -0.2773
O  3.5525  -1.7894  17.3056  0.1895  -0.3292  -0.1457
O  1.6841  6.8382  17.3006  -0.1066  -0.2358  -0.3044
O  0.1144  -1.2692  21.4616  -0.172  0.1024  0.4141
O  4.3368  3.2841  -2.3208  -0.1856  0.1059  -0.0784
O  8.6837  4.5544  17.5742  -0.0247  -0.1679  0.0295
O  6.9584  11.2433  19.0151  -0.2043  -0.0141  -0.2932
O  5.376  12.2103  15.7211  0.086  -0.0969  0.1199
O  -0.9885  -1.5205  14.6378  -0.0254  -0.1601  -0.222
O  3.7786  5.2502  17.1429  -0.0155  0.2276  -0.269
O  5.6672  -0.7062  16.5008  0.0753  -0.0288  0.1834
O  -1.0982  3.6584  15.6919  -0.0172  0.2354  0.1345
O  8.5845  9.2995  18.1511  0.0324  0.0791  0.0063
O  5.6448  9.5773  15.1509  0.0438  0.1859  0.1192
O  7.9743  2.9535  15.5645  -0.0621  0.0096  0.1328
O  8.2626  6.4499  19.503  0.1006  -0.1348  0.1103
O  -1.0629  -0.4617  16.9662  -0.1119  -0.0207  -0.0344
O  6.5057  -1.7751  19.9354  -0.221  0.1503  -0.1629
O  7.4653  0.4273  21.0237  0.0476  -0.0707  -0.1249
O  2.5701  -0.6277  22.2471  -0.0897  -0.4127  0.1334
O  7.7966  3.8595  19.9416  0.4171  -0.129  0.063
O  -1.096  3.7469  20.335  -0.4099  -0.0187  0.0914
O  4.4594  -3.5036  19.8299  0.1757  0.2122  -0.0147
O  -0.7591  -3.1768  16.7335  0.3047  0.1305  -0.0356
O  7.5264  10.9043  16.4253  -0.2765  -0.0899  -0.0843
O  5.8368  1.9492  16.6386  0.2183  -0.0844  -0.1121
O  2.148  7.6998  12.671  0.0626  0.1077  0.1523
O  3.5851  -7.5775  23.0437  0.2413  0.109  0.1295
O  5.9432  0.577  18.8444  0.2011  -0.1476  -0.004
O  10.8599  6.0909  16.5007  0.2815  -0.1866  -0.067
O  9.4316  0.1017  19.2276  -0.1287  0.1047  0.1926
O  3.2776  5.2713  22.4722  -0.2602  0.0895  0.3668
O  6.8299  -2.1466  -0.2567  -0.273  -0.1354  -0.0553

Results
free energy: -64036.382 eV
free energy less fixed offsets of O -463.61, Si -117.95 eV per atom: -15.642 eV
pressure: -1.67 GPa
stress xx, yy, zz, yz, xz, xy (GPa, positive in tension): 2.07, 1.53, 1.41, 0.05, -0.14, -0.82

The program warned: the forces do not sum to zero within the program's tolerance.
